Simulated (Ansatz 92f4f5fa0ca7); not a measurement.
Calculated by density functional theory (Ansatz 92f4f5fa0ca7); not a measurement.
Periodic cell of 256 atoms, Si134O86H32N4, with a vacuum gap, from a study of silicon, its oxide and their interface. The atomic structure is a simulated model.

Settings
functional: r2SCAN
potential files: Ansatz PAW
basis: plane waves
wave-function cutoff: 800 eV
density cutoff ratio: 5
exchange-correlation grid ratio: 1
k mesh: 1 x 1 x 1, shifted by 0.5 0.5 0 of a step
self-consistency stop: 1e-11 eV per atom in the density residual
occupations: fixed
spin: none
net charge: 0
applied field: sawtooth along c, amplitude +0.015 V/angstrom in the program's sign convention, ramp centred at 0.9889 of c and 0.0223 of c wide, no dipole correction

Cell vectors (angstrom)
a  10.88  0  0
b  0  10.88  0
c  0  0  44.8817

Atoms: element, x, y, z (angstrom)
Si  0.2097  -0.0078  31.2329
Si  2.5849  2.8356  31.2088
Si  0.4091  5.151  31.2147
Si  2.3097  8.5133  31.2157
Si  5.7619  -0.1188  31.1759
Si  7.8339  2.9709  31.3662
Si  5.7552  5.3104  31.1805
Si  7.9348  8.4781  31.2053
Si  1.4024  1.4095  32.6268
Si  4.1324  4.1189  32.4376
Si  1.3351  6.8475  32.5512
Si  4.0728  9.5823  32.3927
Si  6.752  1.392  32.6802
Si  9.5637  4.1116  32.4869
Si  6.837  6.8737  32.5417
Si  9.5013  9.642  32.4884
Si  -0.0221  2.7447  33.9157
Si  2.7681  0.0121  33.8878
Si  -0.0806  8.1903  33.8642
Si  2.7617  5.4752  33.8407
Si  5.36  2.7556  33.9335
Si  8.1795  0.0473  33.9456
Si  5.3873  8.1928  33.8352
Si  8.2107  5.4913  33.8722
Si  1.3709  4.121  35.2152
Si  4.0411  1.3829  35.2903
Si  1.3542  9.5209  35.191
Si  4.0871  6.8119  35.2318
Si  6.8136  4.0975  35.2064
Si  9.5362  1.3793  35.2913
Si  6.77  9.5338  35.2233
Si  9.5016  6.8391  35.2763
Si  0.011  -0.0129  36.6006
Si  2.6726  2.7297  36.6201
Si  0.0106  5.4665  36.5896
Si  2.695  8.1598  36.5619
Si  5.4239  0.0156  36.5979
Si  8.1466  2.7283  36.5982
Si  5.4433  5.432  36.5815
Si  8.1133  8.1684  36.6177
Si  1.3366  1.3471  37.9793
Si  4.0732  4.0677  37.9525
Si  1.3582  6.8204  37.9521
Si  4.0566  9.5075  37.9213
Si  6.7907  1.355  37.9549
Si  9.5244  4.0814  37.9283
Si  6.7807  6.7682  37.9652
Si  9.5105  9.52  37.9602
Si  -0.0385  2.7102  6.9343
Si  2.7002  -0.0434  6.9267
Si  -0.0198  8.1453  6.9505
Si  2.7116  5.4476  6.9145
Si  5.441  2.7051  6.9445
Si  8.1198  -0.0297  6.9391
Si  5.3887  8.1239  6.9022
Si  8.1619  5.3981  6.9282
Si  1.3247  4.1108  8.2516
Si  4.0959  1.2844  8.2538
Si  1.3596  9.4768  8.3233
Si  4.0723  6.7704  8.3026
Si  6.8127  4.0586  8.3224
Si  9.4467  1.3657  8.2801
Si  6.779  9.4073  8.2654
Si  9.4978  6.7587  8.2895
Si  -0.0803  -0.021  9.5718
Si  2.7604  2.7522  9.4865
Si  -0.0564  5.4204  9.6819
Si  2.7015  8.0589  9.707
Si  5.4156  -0.1527  9.6088
Si  8.1161  2.6828  9.7344
Si  5.5182  5.4956  9.668
Si  8.0851  8.0127  9.6756
Si  1.2956  1.4716  10.7278
Si  4.1698  4.0562  10.8483
Si  1.306  6.7227  11.0937
Si  4.1274  9.358  11.0449
Si  6.7471  1.1758  10.9706
Si  9.4271  4.1441  11.1037
Si  6.8276  6.7054  11.2833
Si  9.4424  9.4156  10.9015
Si  0.0078  2.7673  12.2299
Si  2.5769  -0.0199  11.8905
Si  -0.175  8.1126  12.3641
Si  2.7793  5.2649  12.2693
Si  5.4012  2.6067  12.2178
Si  8.1272  -0.196  12.3512
Si  5.4838  8.1275  12.6866
Si  8.1298  5.252  12.8285
Si  1.7014  3.6406  13.6145
Si  3.6974  1.3656  13.3184
Si  1.0214  9.8855  13.2885
Si  4.2306  6.3756  13.7216
Si  7.1271  3.092  13.8376
Si  9.6463  1.2048  13.3884
Si  7.1004  9.3738  14.1173
Si  9.3293  7.0594  14.003
Si  -6.59  -1.3655  19.1799
Si  0.3729  6.9433  16.5724
Si  5.6513  0.9206  15.5175
Si  -2.0044  7.7032  18.459
Si  13.0881  4.5032  16.4693
Si  -5.0196  2.261  21.8509
Si  5.2927  4.2208  15.6605
Si  9.617  -4.1873  21.1344
Si  6.4464  6.2802  17.497
Si  -2.1316  1.9238  21.3745
Si  6.7898  6.9044  22.0333
Si  14.3203  0.3437  21.4882
Si  4.6907  4.963  22.1647
Si  -6.1183  6.7103  19.8741
Si  1.1682  1.2335  15.1748
Si  -2.9741  9.2757  23.6446
Si  1.0592  1.6861  25.2941
Si  14.2657  -0.154  16.8816
Si  0.6301  12.336  20.3294
Si  2.8009  8.023  28.2397
Si  -0.5675  3.9463  19.9809
Si  -0.1849  -2.5223  23.4541
Si  -1.5799  1.0213  26.2368
Si  2.7077  8.3732  15.4266
Si  6.6636  9.2196  17.1163
Si  0.4751  2.547  17.678
Si  -8.7208  10.2169  24.0096
Si  12.7184  5.5028  26.9129
Si  -0.6049  4.8836  28.4812
Si  -1.3191  1.8505  29.1745
Si  -1.4968  8.7969  25.9568
Si  5.4676  -4.2789  28.2873
Si  4.3081  1.5462  28.9061
Si  -3.331  1.3586  23.8949
Si  3.0205  4.0802  24.7058
Si  4.3819  4.0705  27.2639
Si  -8.148  10.728  26.9055
Si  8.4349  7.2047  28.4081
O  -5.9655  2.8962  28.2355
O  -2.9537  1.3945  25.4597
O  -2.2387  -3.1309  29.9195
O  -0.2794  11.7237  29.9097
O  1.4977  3.9904  30.8153
O  0.0078  5.7142  29.7354
O  1.2472  9.688  30.7705
O  2.6777  7.7644  29.8227
O  5.3393  0.7324  29.8435
O  1.6706  1.0564  26.6718
O  -0.4629  2.0505  25.6636
O  8.2704  2.033  30.1098
O  5.2631  6.0673  29.813
O  6.8235  9.5922  30.6915
O  6.8748  7.3313  28.06
N  2.3858  2.1383  14.2385
N  0.1148  11.1554  14.1756
O  -2.7345  9.0137  17.8091
O  5.1451  5.102  14.2694
O  1.4614  4.438  15.0225
N  6.0553  2.6773  15.2598
O  7.8869  -4.4557  18.2261
O  8.4342  2.1126  14.1526
O  4.7428  0.4712  14.2387
O  5.6833  9.7002  18.3421
O  8.2289  8.2052  14.5181
O  10.296  6.6244  15.2718
O  6.1885  18.5745  16.7081
O  3.8299  4.3673  16.3499
O  2.2418  -1.7055  14.1257
O  3.782  9.2993  16.1954
O  -6.4585  1.6163  21.5318
O  3.1358  -0.5113  18.4248
O  3.4009  6.9695  15.023
O  -0.8678  0.9897  20.8644
O  1.4143  5.7894  17.0735
O  -5.6034  5.9317  18.5614
O  -4.7872  7.2738  20.6169
O  -0.4945  5.5089  20.3323
O  -3.8833  8.2767  22.8112
O  -1.4309  -1.5196  23.1008
O  4.6096  0.9154  16.7688
O  12.2413  -2.6968  16.2812
O  11.5108  1.2931  18.7016
N  -4.2202  -0.6091  15.6644
O  1.9334  0.7265  20.9586
O  10.3065  3.6038  18.3712
O  6.43  5.0236  16.4956
O  15.1649  -0.7462  20.654
O  14.7625  -2.9239  19.3414
O  1.8987  13.7958  24.6842
O  -9.5666  8.9651  23.4257
O  -2.6551  6.1839  21.8067
O  -6.9074  5.7553  20.9246
O  2.0338  0.3393  16.1942
O  1.0855  0.5378  24.1589
O  -8.9792  14.1687  17.4949
O  -3.6505  10.7102  23.4981
O  -0.5933  7.3909  17.7633
O  6.8389  4.1394  30.7699
O  10.1483  3.3272  28.8815
O  3.6116  4.4104  23.2378
O  8.975  3.3746  20.6943
O  11.5622  -7.8022  20.6004
O  5.7487  16.8602  22.8664
O  5.6157  14.694  21.4965
O  -6.915  0.5704  27.6571
O  -1.8278  1.2039  27.8034
O  -2.0789  -8.9688  23.003
O  -10.7489  2.075  16.1464
O  7.1511  12.4954  21.0497
O  2.3123  -1.3583  27.8912
O  2.2783  5.3826  25.3505
O  3.0657  2.0178  29.8582
O  4.2096  3.6056  25.7151
O  -1.0715  -0.5114  26.0267
O  -0.4495  18.8365  25.0217
O  -7.5774  10.602  22.9608
O  5.4077  -5.5672  27.3117
O  2.9139  4.6056  27.761
O  1.862  -3.845  27.3872
O  2.9327  -0.8419  25.438
O  11.2268  4.9531  27.1769
O  -2.9296  8.7712  25.1908
O  6.2206  2.1722  23.4492
O  -0.2744  -3.6837  22.3251
O  -1.6624  -3.0354  20.0473
O  4.3485  -3.1801  27.8877
O  9.2969  8.1437  27.415
O  -2.0086  5.649  28.2053
H  0.5112  2.1653  38.9118
H  2.1503  0.5173  38.9118
H  3.2569  4.895  38.885
H  4.8965  3.2474  38.885
H  0.5204  7.6259  38.8845
H  2.1741  5.9928  38.8845
H  3.2264  10.3209  38.8537
H  4.8626  8.6703  38.8537
H  5.969  2.1769  38.8874
H  7.5955  0.5166  38.8874
H  10.3295  3.2433  38.8608
H  8.6887  4.8891  38.8608
H  7.6058  5.9497  38.8976
H  5.9481  7.5791  38.8976
H  8.6707  10.3234  38.8926
H  10.3247  8.6907  38.8926
H  0.7869  1.8921  6.0018
H  -0.8436  3.5484  6.0018
H  3.5303  -0.8568  5.9943
H  1.8865  0.7864  5.9943
H  -0.834  8.9745  6.0181
H  0.818  7.3398  6.0181
H  3.5279  4.6203  5.982
H  1.8957  6.2752  5.982
H  6.2627  1.8832  6.0121
H  4.6176  3.5253  6.0121
H  8.9596  -0.8331  6.0066
H  7.315  0.8088  6.0066
H  6.2213  7.313  5.9698
H  4.5826  8.9611  5.9698
H  7.3368  6.2166  5.9957
H  8.9976  4.5905  5.9957

Results
free energy: -136807.342 eV
free energy less fixed offsets of H -15.71, N -386.36, O -570.45, Si -639.56 eV per atom: 0.558 eV

Forces (eV/angstrom), in the order of the atoms: element, x, y, z
Si  -0.0034  -0.007  0.0286
Si  0.0055  0.0026  0.0304
Si  -0.0095  0.0049  0.037
Si  0.0038  -0.0002  0.028
Si  -0.0037  0.0006  0.0302
Si  0.0047  0.003  0.0207
Si  0.0076  0.0037  0.0301
Si  -0.0045  -0.0055  0.0275
Si  -0.0051  -0.0002  -0.0157
Si  0.0011  0.0003  -0.0161
Si  0.002  0.0024  -0.0154
Si  -0.0014  -0.0069  -0.0118
Si  0.0071  0.0062  -0.0132
Si  -0.0047  -0.0034  -0.0117
Si  0.0004  -0.0026  -0.0226
Si  0.0041  0.0063  -0.0095
Si  -0.0062  0.0048  0.0086
Si  0.011  0.0065  0.0143
Si  -0.0104  -0.012  0.0124
Si  -0.0014  0.0006  0.0106
Si  -0.0069  -0.0061  0.0131
Si  -0.0004  -0.0016  0.0122
Si  0.002  0.0014  0.0053
Si  0.0042  0.008  0.0074
Si  0.0019  -0.0031  0.0176
Si  0.0102  0.0151  0.0207
Si  -0.0148  -0.0113  0.036
Si  0.0154  0.0062  0.0052
Si  0.0294  0.0119  0.0212
Si  0  -0.0032  0.0143
Si  0.0009  -0.0046  0.0097
Si  -0.0093  -0.0049  0.0099
Si  -0.0116  0.003  0.1963
Si  -0.0188  0.0167  0.1853
Si  -0.0264  0.02  0.1683
Si  0.0421  -0.0243  0.1882
Si  0.0306  -0.0435  0.1744
Si  -0.0275  0.0338  0.1796
Si  -0.0499  0.0088  0.1881
Si  0.0066  0.0103  0.1679
Si  0.0044  0.0525  0.3466
Si  -0.0163  0.0929  0.2185
Si  -0.0341  -0.0893  0.3336
Si  0.0087  0.0636  0.3085
Si  -0.0142  0.0512  0.338
Si  -0.0343  0.0603  0.3291
Si  -0.0101  0.1579  0.358
Si  -0.1219  -0.0611  0.2314
Si  0.0399  0.0264  -0.3021
Si  0.0353  -0.042  -0.3157
Si  0.0273  -0.0518  -0.1822
Si  -0.0929  -0.0296  -0.3352
Si  0.0841  -0.0908  -0.2156
Si  -0.0594  -0.0646  -0.2487
Si  0.1038  -0.0246  -0.3921
Si  0.0639  -0.0833  -0.2921
Si  -0.0143  0.0066  -0.1715
Si  0.0045  0.0069  -0.1622
Si  0.0082  -0.0033  -0.1703
Si  0.0165  -0.018  -0.1909
Si  -0.0086  -0.0004  -0.1844
Si  0.02  -0.0162  -0.1891
Si  0.0257  0.0005  -0.1778
Si  0.0028  0.0062  -0.1798
Si  -0.0065  -0.011  -0.0038
Si  0.0042  -0.0018  -0.0032
Si  0.0136  -0.0054  -0.0193
Si  -0.0011  0.0222  -0.0305
Si  -0.0221  -0.0048  -0.0197
Si  0.0024  0.0052  -0.0242
Si  -0.0208  -0.0173  -0.0236
Si  -0.0057  0.0031  -0.0229
Si  0.0136  -0.0063  -0.0113
Si  -0.0121  -0.0084  -0.0048
Si  -0.0055  -0.0114  -0.0105
Si  -0.0017  0.0147  -0.0106
Si  -0.0081  -0.0071  -0.0121
Si  0.0178  -0.007  -0.0146
Si  0.0022  0.0115  0.0014
Si  0.009  0.0051  -0.0049
Si  0.0004  -0.0057  0.0081
Si  -0.0086  0.0021  0.0212
Si  -0.0033  0.0114  0.0204
Si  0.0057  -0.0022  0.0207
Si  -0.0073  0.0017  0.0063
Si  0.005  -0.0005  0.0147
Si  -0.0014  -0.0089  0.0085
Si  -0.0066  -0.0014  0.0171
Si  -0.0007  0.0036  0.011
Si  -0.0035  -0.0144  0.0082
Si  0.0106  -0.0019  0.0098
Si  -0.0053  -0.0013  0.0037
Si  -0.0088  0.001  0.0007
Si  0.0067  0.0004  0.0062
Si  -0.0041  0.0029  0.0064
Si  0.0085  -0.0002  0.003
Si  -0.0049  -0.0034  0.0553
Si  -0.0008  0.0039  0.0458
Si  -0.0112  -0.0046  0.0172
Si  -0.0005  -0.001  0.0518
Si  -0.0028  -0.0037  0.0385
Si  0.0033  0.0026  0.034
Si  -0.0012  0.0107  0.0363
Si  0.0034  0.0023  0.0515
Si  -0.0035  0.0022  0.046
Si  -0.009  -0.006  0.011
Si  0.0007  0.0062  0.0406
Si  0.0005  0.0036  0.0486
Si  -0.0093  -0.0111  0.051
Si  0.0005  -0.0024  0.0488
Si  0.0016  0.0016  0.0317
Si  0.0077  0.004  0.0427
Si  0.0007  0.0035  0.0466
Si  -0.0038  -0.0069  0.0371
Si  -0.0007  -0.006  0.0503
Si  0.0058  -0.0052  0.0542
Si  -0.0059  0.0005  0.0405
Si  0.0011  0.0125  0.0517
Si  0.0082  0.001  0.0459
Si  -0.0017  0.006  0.0206
Si  -0.0009  -0.0112  0.0494
Si  -0.0094  -0.0019  0.0523
Si  -0.0057  0.0027  0.0516
Si  -0.0066  0.0037  0.0445
Si  -0.0009  -0.0004  0.0375
Si  0.0003  0.0017  0.059
Si  0.001  -0.0019  0.0551
Si  0.0007  -0.0024  0.0451
Si  0.0042  -0.0025  0.0574
Si  0.0044  -0.0056  0.0496
Si  -0.007  0.002  0.0621
Si  0.0087  0.0034  0.0496
Si  0.0103  -0.0015  0.0538
Si  -0.0069  -0.0036  0.0476
O  -0.0003  0.0092  -0.0184
O  -0.0112  -0.0003  -0.0318
O  0.0051  -0.0061  -0.0302
O  -0.0056  0.01  -0.0201
O  0.0025  -0.0007  -0.0088
O  -0.0058  0.0002  -0.0334
O  0.0021  0.0019  -0.0138
O  0.0037  -0.0037  -0.0321
O  -0.0045  0.0071  -0.0212
O  -0.0069  0.0052  -0.0233
O  0.0033  0.0002  -0.0205
O  0.0083  -0.0079  -0.0258
O  -0.0054  0.0063  -0.0341
O  -0.0019  0.0042  0
O  0.0019  0.0014  -0.0217
N  0.0105  0.0131  -0.0221
N  -0.0159  -0.0028  -0.0127
O  -0.0081  0.0068  -0.0216
O  -0.0025  0.0065  -0.0109
O  -0.0059  -0.0038  -0.0256
N  0.0097  0.0077  -0.0198
O  -0.0046  -0.0005  -0.0137
O  0.0016  0.0021  -0.0084
O  -0.0007  -0.0012  -0.0142
O  0.0127  0.0023  -0.0297
O  0.0014  -0.0021  -0.0182
O  -0.0199  -0.0003  -0.0366
O  -0.0013  0.0075  -0.0168
O  0.0049  -0.0014  -0.0042
O  -0.0083  0.0027  -0.0183
O  -0.0031  -0.0045  -0.0202
O  -0.0049  -0.0038  -0.0136
O  -0.0017  0.0063  -0.0228
O  0.0065  -0.0053  -0.0167
O  0.011  -0.0002  -0.0187
O  -0.0002  -0.001  -0.021
O  0.0102  -0.0035  -0.0313
O  -0.0091  0.0024  -0.0271
O  0.0032  -0.0067  -0.0168
O  -0.0085  -0.014  -0.0196
O  -0.0014  -0.0006  -0.0236
O  0.0111  0.0066  -0.0245
O  0.0027  0.0002  -0.0101
O  0.003  0.0066  -0.0318
N  0.0042  0.0007  -0.032
O  -0.0074  0.004  -0.0232
O  0.0035  -0.0038  -0.0285
O  -0.0071  -0.0148  -0.0236
O  0.0059  -0.0077  -0.0236
O  -0.0026  0.0088  -0.0213
O  0.0013  0.0008  -0.0175
O  -0.0023  -0.0043  -0.0151
O  0.0047  0.0001  -0.0134
O  -0.0018  0.0121  -0.0235
O  -0.0071  0.0088  -0.0211
O  0.0041  -0.0094  -0.0188
O  0.0064  0.0068  -0.0204
O  -0.0017  0.0013  -0.0126
O  0.0132  -0.0049  -0.0264
O  -0.0046  -0.0012  -0.0112
O  0.0035  0.0027  -0.017
O  0.0163  0.0085  -0.0392
O  0.0077  0.009  -0.0107
O  -0.001  0.004  -0.014
O  0.002  0.0034  -0.019
O  0.0021  0.0011  -0.0216
O  -0.0092  -0.0085  -0.0274
O  -0.001  -0.0089  -0.0471
O  0.0063  0.0049  -0.0421
O  0.0043  -0.0087  -0.0314
O  0.0039  -0.0009  -0.0189
O  -0.0008  0.0132  -0.0264
O  0.0084  -0.0079  -0.0317
O  0.0077  -0.0094  -0.0248
O  -0.0074  -0.001  -0.0355
O  -0.0009  -0.0038  -0.0218
O  0.007  -0.0005  -0.0331
O  0.0115  0.0081  -0.0383
O  -0.0032  -0.0096  -0.0207
O  -0.001  0.0003  -0.0152
O  -0.0052  -0.0082  -0.0179
O  -0.0048  -0.0052  -0.0399
O  0.0112  0.0007  -0.0214
O  -0.0077  0.005  -0.0334
O  -0.005  0.0028  -0.0302
O  -0.007  -0.0111  -0.0274
O  -0.0063  0.0064  -0.0337
O  -0.0021  0.0015  -0.0144
O  0.0074  0.0154  -0.0358
O  -0.0006  0.0023  -0.0139
H  0.2679  -0.3565  -0.2496
H  -0.2391  0.3484  -0.2646
H  0.3099  -0.2483  -0.2661
H  -0.3036  0.3064  -0.2864
H  0.3479  -0.2756  -0.2746
H  -0.2433  0.3075  -0.2759
H  0.3095  -0.3016  -0.2711
H  -0.2665  0.2834  -0.2934
H  0.3125  -0.3121  -0.2576
H  -0.2603  0.34  -0.284
H  -0.2757  0.3329  -0.2924
H  0.3686  -0.256  -0.2579
H  -0.2993  0.3059  -0.2759
H  0.2766  -0.2952  -0.2392
H  0.3771  -0.2327  -0.2662
H  -0.3212  0.293  -0.2778
H  -0.2674  0.2396  0.2907
H  0.3345  -0.3949  0.2395
H  -0.3963  0.2834  0.2465
H  0.206  -0.2962  0.2978
H  0.313  -0.257  0.2882
H  -0.3625  0.238  0.2591
H  -0.3234  0.226  0.2579
H  0.427  -0.1854  0.2235
H  -0.2262  0.4176  0.2237
H  0.2386  -0.2869  0.3068
H  -0.242  0.343  0.253
H  0.1631  -0.4557  0.2364
H  -0.3532  0.156  0.2332
H  0.3189  -0.3408  0.2594
H  0.2099  -0.2565  0.308
H  -0.3887  0.3536  0.2233

The program warned: the cutoff lies below the one the program advises for these potential files; the forces do not sum to zero within the program's tolerance; empty levels may hold ghost states of the PAW files; the exchange-correlation potential is rough where the density is thin.
